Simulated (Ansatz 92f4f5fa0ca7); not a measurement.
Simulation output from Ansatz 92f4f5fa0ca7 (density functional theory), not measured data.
Periodic cell of 254 atoms, Si144O106N4, from a study of silicon, its oxide and their interface. The atomic structure is a simulated model.
Doubt: the cutoff is far below the 930 eV that the study's wrapper takes by default for these files, so forces and energies are approximate.
This geometry differs little from another in the collection (a relaxation step or a small displacement).

Settings
functional: PBE
potential files: Ansatz PAW
basis: plane waves
wave-function cutoff: 580 eV
density cutoff ratio: 5
exchange-correlation grid ratio: 1
k mesh: 1 x 1 x 1, Gamma-centred
self-consistency stop: 5e-08 eV per atom in the density residual
occupations: fixed
spin: none
net charge: 0

Cell vectors (angstrom)
a, 10.938, 0, 0
b, 0, 10.938, 0
c, 5.3342, 4.8172, 36.7852

Atoms: element, x, y, z (angstrom)
Si, 7.3052, 3.0308, 29.1825
Si, 9.7374, 6.0534, 29.3503
Si, 6.498, 9.0809, 29.4451
Si, 9.4438, 0.722, 29.5926
Si, 0.979, 3.7369, 29.2294
Si, 3.8658, 6.1281, 29.1946
Si, 11.7943, 9.5415, 29.3446
Si, 4.3278, 0.4632, 29.2162
Si, 8.1367, 4.8042, 30.5819
Si, 10.8878, 7.6702, 30.597
Si, 8.0427, -0.699, 30.7838
Si, 10.8557, 2.1781, 30.6963
Si, 2.6185, 4.754, 30.6069
Si, 5.2201, 7.5171, 30.6136
Si, 13.5426, 10.4602, 30.6252
Si, 5.4881, 2.0873, 30.489
Si, 6.6788, 6.1603, 31.9446
Si, 9.4592, 8.8754, 32.0399
Si, 6.6853, 0.731, 32.0335
Si, 9.4366, 3.4841, 32.0388
Si, 12.2077, 6.2021, 31.9692
Si, 14.8437, 8.9475, 31.9808
Si, 12.1845, 11.7242, 32.0413
Si, 4.0299, 3.3954, 31.935
Si, 5.3342, 4.8172, 33.367
Si, 8.0687, 7.5517, 33.367
Si, 5.3342, 10.2862, 33.367
Si, 8.0687, 2.0827, 33.367
Si, 10.8032, 4.8172, 33.367
Si, 13.5377, 7.5517, 33.367
Si, 10.8032, 10.2862, 33.367
Si, 13.5377, 2.0827, 33.367
Si, 1.3673, -1.3673, 3.418
Si, 4.1018, 1.3673, 3.418
Si, 1.3673, 4.1018, 3.418
Si, 4.1018, -4.1018, 3.418
Si, 6.8362, -1.3673, 3.418
Si, -1.3673, 1.3673, 3.418
Si, 6.8362, 4.1018, 3.418
Si, -1.3673, 6.8362, 3.418
Si, 2.6973, 0.0231, 4.8777
Si, 5.5307, 2.6592, 4.6893
Si, 2.7524, 5.4708, 4.719
Si, 5.4168, -2.676, 4.8438
Si, -2.7243, -0.0473, 4.8707
Si, 0.0386, 2.672, 4.8048
Si, 8.1922, 5.4892, 4.7026
Si, -0.0743, -2.7156, 4.7911
Si, 1.3379, 1.3901, 6.377
Si, 4.1746, 4.0606, 5.9152
Si, 1.3196, -4.1609, 6.0202
Si, 4.0171, -1.3713, 6.3368
Si, -4.1764, 1.3055, 6.1781
Si, -1.4014, 4.0721, 5.9871
Si, 6.7945, -4.1453, 6.079
Si, -1.4502, -1.4647, 6.3544
Si, 0.2216, -0.397, 7.694
Si, 2.9861, 2.8514, 7.4566
Si, -0.2361, -5.3469, 7.3198
Si, 2.3974, -2.7394, 7.5084
Si, 5.0386, 0.4182, 7.5875
Si, -2.9338, 2.9383, 7.3037
Si, 5.7569, 5.095, 7.2782
Si, -2.6428, -3.2852, 7.6403
Si, 6.7014, 3.45, 34.7342
Si, 9.4359, 6.1845, 34.7342
Si, 6.7014, 8.919, 34.7342
Si, 9.4359, 11.6535, 34.7342
Si, 12.1704, 3.45, 34.7342
Si, 3.9669, 6.1845, 34.7342
Si, 12.1704, 8.919, 34.7342
Si, 14.9049, 11.6535, 34.7342
Si, 8.0687, 4.8172, 36.1015
Si, 10.8032, 7.5517, 36.1015
Si, 8.0687, 10.2862, 36.1015
Si, 10.8032, 2.0827, 36.1015
Si, 2.5997, 4.8172, 36.1015
Si, 5.3342, 7.5517, 36.1015
Si, 13.5377, 10.2862, 36.1015
Si, 5.3342, 2.0827, 36.1015
Si, 1.3673, 1.3673, 0.6835
Si, 4.1018, 4.1018, 0.6835
Si, 1.3673, 6.8362, 0.6835
Si, 4.1018, -1.3673, 0.6835
Si, 6.8362, 1.3673, 0.6835
Si, -1.3673, 4.1018, 0.6835
Si, 6.8362, -4.1018, 0.6835
Si, -1.3673, -1.3673, 0.6835
Si, 0, 0, 2.0507
Si, 2.7345, 2.7345, 2.0507
Si, 0, 5.469, 2.0507
Si, 2.7345, -2.7345, 2.0507
Si, 5.469, 0, 2.0507
Si, 8.2035, 2.7345, 2.0507
Si, 5.469, 5.469, 2.0507
Si, 8.2035, -2.7345, 2.0507
Si, 21.4628, 7.1856, 20.9222
Si, 3.2576, 22.4917, 20.634
Si, 9.197, 14.0837, 19.0524
Si, 2.7286, 2.3366, 15.7043
Si, 14.8646, 1.0254, 26.0618
Si, 3.7551, -4.4414, 17.1065
Si, 6.4224, 19.0833, 17.7324
Si, 1.9994, -5.3947, 11.7942
Si, -4.8239, 8.5903, 12.3021
Si, 0.8766, 11.2869, 14.8659
Si, 3.4697, -5.3016, 9.1661
Si, 7.8454, 6.0883, 21.8213
Si, -0.5661, -3.5244, 11.5007
Si, 6.0665, -1.3331, 15.1499
Si, -2.4433, 1.227, 11.8394
Si, 3.8501, 19.9214, 24.9129
Si, 9.8253, -1.0782, 13.1574
Si, 6.0036, -0.9688, 20.3803
Si, 3.6654, 4.9754, 14.284
Si, 7.9787, 7.4285, 27.1584
Si, 15.5886, 3.0542, 21.7806
Si, 11.1989, 14.0865, 23.6647
Si, 12.9468, 8.6631, 17.9685
Si, 12.0658, 3.982, 9.5139
Si, -1.5167, -0.9828, 10.1792
Si, 7.7004, 6.6987, 10.6909
Si, 19.1845, 3.2826, 23.1499
Si, 0.9963, 8.7194, 24.8034
Si, 7.9976, 11.5505, 14.68
Si, -4.3527, -0.2103, 10.2795
Si, 16.5129, 14.1722, 24.697
Si, 10.8041, 22.4259, 25.0462
Si, -0.8821, 1.7831, 9.5173
Si, 17.344, 8.4078, 23.0809
Si, 2.5174, 13.564, 18.6933
Si, 3.3264, -0.5205, 16.0259
Si, 6.0367, 4.9492, 27.0974
Si, 0.604, 15.1258, 20.7252
Si, 1.4032, 9.3645, 20.7366
Si, 9.6333, 11.7532, 17.137
Si, 7.48, 5.5779, 18.7632
Si, 9.0246, 9.1466, 24.6207
Si, 13.2492, 7.9167, 27.1687
Si, 10.3276, 9.4036, 18.8436
Si, 4.9836, 5.9474, 11.797
Si, 12.2092, 13.575, 26.2587
Si, 7.4104, 1.6187, 20.9674
Si, 4.658, 4.3887, 19.1445
O, 9.7088, -4.0946, 7.6309
O, 1.5488, 1.8296, 14.6854
O, 11.8981, 10.2955, 25.2631
O, 2.9918, 9.8857, 17.5208
O, 8.5293, 8.2574, 25.8849
N, 2.6368, -6.8091, 8.6808
O, 13.5816, 6.7438, 28.2431
O, 6.9097, 4.0532, 7.8612
N, 3.5135, -5.293, 10.9101
O, 14.9196, -0.37, 25.2371
O, 6.9704, 6.2283, 26.7202
O, 3.7151, 1.0678, 16.048
O, 13.3188, 10.435, 21.4708
O, 0.1144, 5.0723, 8.849
O, 12.4635, 3.2454, 27.7436
O, 0.176, 10.8039, 13.4998
O, 10.5437, -0.368, 28.8814
O, 2.3829, 12.0613, 19.3298
O, 5.3877, 10.1765, 28.9302
O, 4.996, -5.2841, 8.6272
O, 4.9075, 5.3334, 28.2036
O, 2.3495, -3.6346, 17.1606
O, 9.2251, 6.7663, 27.9595
O, 5.9926, 13.1915, 21.3882
O, 1.3667, -1.559, 8.0906
O, 7.112, 1.2078, 10.9392
N, -0.5756, 0.1053, 9.2055
O, 7.898, 13.2819, 19.5985
O, 15.5844, 10.8455, 20.1438
O, 4.9155, 5.1126, 13.2241
O, 11.8688, 14.6857, 22.2833
O, 4.1399, 13.8472, 18.6974
O, 7.1983, 8.4981, 28.0887
O, 15.6249, 3.5091, 23.3436
O, 6.3518, 9.0295, 19.0986
O, -2.1863, 4.6019, 18.4302
O, 2.3238, 5.3592, 13.3949
O, -1.3602, 2.1634, 11.0494
O, -0.7435, -2.4224, 10.2705
O, 4.0125, 1.6564, 8.0031
O, 19.3358, 12.8618, 22.2346
O, 14.8358, 16.8591, 15.5904
O, -3.0665, 9.9456, 9.5759
O, 7.4809, 6.8937, 17.7962
O, 3.9313, 0.9229, 27.69
O, 10.1638, 14.3637, 20.3242
O, 18.7391, 4.5186, 22.1924
O, 4.8829, 7.5566, 12.1027
O, 3.4723, 1.9277, 21.5914
O, 6.8544, -1.8359, 16.4855
O, 0.4314, 8.9451, 17.6686
O, 8.3918, 1.8023, 28.8054
O, 8.2645, 1.634, 13.4128
O, 6.4562, -5.2738, 11.0723
O, -3.2923, -3.7701, 9.1186
O, -0.0436, 11.3639, 16.202
O, 10.1616, 8.2817, 12.898
O, 9.3457, 10.7314, 24.9631
O, 5.3293, 4.4922, 25.7043
O, 8.8674, 2.3359, 8.5603
O, 16.1481, 8.4691, 24.1855
O, 8.4118, 12.1577, 16.1284
O, 2.022, -0.7749, 15.1
O, 12.6837, 14.6363, 19.6647
O, 3.5594, 3.4756, 14.9102
O, 7.4669, -2.9303, 11.629
O, -4.5127, 8.6771, 13.8817
O, 9.8545, 8.0043, 19.6216
O, 3.6926, 5.4381, 18.349
O, 6.8909, 3.694, 27.7209
O, 12.0794, 7.6356, 26.0455
O, 12.9808, 13.7347, 17.1335
O, 5.5259, -0.0655, 9.078
O, 9.6656, 14.6147, 23.8055
O, 16.13, 1.8665, 25.4832
O, 7.1538, 3.0871, 24.3277
O, 11.8764, -4.1489, 11.5839
O, 9.9574, 13.1143, 17.9838
O, 4.9639, 7.5175, 17.4313
O, 13.5141, 12.7794, 25.7178
O, 5.8227, 9.06, 21.7132
O, 11.6053, 19.1488, 21.6395
O, 7.2667, 0.033, 20.6555
O, 6.1561, 4.6448, 18.587
O, 11.153, 12.4247, 23.7193
N, -1.7864, -0.3712, 11.7623
O, 1.2413, -6.6896, 11.122
O, -0.4788, 19.4119, 24.1138
O, 6.7851, 17.7841, 22.792
O, 14.645, 8.2377, 26.3737
O, 10.7989, 4.8889, 28.8647
O, 11.9374, 14.6436, 25.0298
O, 2.8076, -3.8486, 8.6956
O, 15.4663, 15.3195, 20.7964
O, 4.4755, 9.5112, 15.3653
O, -2.1296, 10.1335, 14.4167
O, 5.8121, -0.9585, 11.5179
O, 7.7931, 9.1567, 23.5448
O, 0.3963, 16.7448, 20.5415
O, 10.9313, 12.5213, 26.321
O, 0.5567, 2.4896, 9.2488
O, 9.3298, 17.7081, 21.9556
O, 12.6641, 9.1966, 27.9887
O, 13.4132, 8.629, 24.044
O, 6.4261, 11.1592, 14.7897
O, 13.1781, 8.533, 19.5862
O, -1.6469, 10.4608, 18.1278
O, 11.1427, 10.2314, 20.0054
O, 9.2215, -4.6817, 11.19
O, 18.3577, 17.13, 20.2644

Results
free energy: -153370.791 eV
free energy less fixed offsets of N -385.13, O -568.88, Si -635.61 eV per atom: -1.151 eV

Forces (eV/angstrom), in the order of the atoms: element, x, y, z
Si, -0.0125, 0.013, 0.0091
Si, -0.0048, 0.0153, 0.0106
Si, 0.0032, 0.0098, -0.0148
Si, -0.0057, 0.0042, 0.0086
Si, 0.0004, -0.0058, 0.0146
Si, 0.0172, -0.0026, 0.0255
Si, 0.0032, -0.0141, 0.0094
Si, -0.0015, 0.0032, 0.0048
Si, -0.0021, -0.0007, -0.0028
Si, -0.0082, 0.0011, -0.0059
Si, -0.0022, -0.0022, -0.0011
Si, 0.0036, -0.0037, -0.0105
Si, 0, -0.0021, -0.0081
Si, -0.0044, -0.0071, -0.0134
Si, 0.003, 0.0007, -0.001
Si, 0.0014, 0.0024, -0.0016
Si, -0.0013, -0.0019, 0.0001
Si, 0.0033, -0.0034, 0.0045
Si, -0.0055, -0.0024, 0.0069
Si, -0.0035, 0.0006, 0.0113
Si, 0.0029, 0.0026, 0.0056
Si, -0.0026, 0.0053, 0.0053
Si, -0.0013, -0.0041, 0.0034
Si, 0.0009, -0.0016, 0.0035
Si, 0.0013, -0.1938, -0.2824
Si, -0.177, -0.3881, -0.075
Si, -0.3168, -0.0131, -0.0066
Si, -0.0028, 0.0961, 0.1848
Si, 0.1894, 0.3928, 0.054
Si, -0.0115, 0.049, 0.0789
Si, 0.1091, 0.0912, 0.0178
Si, 0.4993, 0.2793, 0.2354
Si, -0.2017, 0.2384, 0.4026
Si, -0.2993, -0.4669, -0.1075
Si, 0.0205, -0.3191, -0.0439
Si, 0.1614, 0.4354, -0.0976
Si, 0.0089, 0.0129, 0.3985
Si, -0.0346, -0.3232, 0.3548
Si, 0.1238, -0.0603, -0.6264
Si, -0.0224, 0.2523, -0.5091
Si, -0.0035, 0.0002, 0.0038
Si, 0.0072, -0.0059, -0.0051
Si, 0.0035, 0.0015, -0.0043
Si, 0.0052, -0.002, -0.0053
Si, 0.001, -0.0015, -0.0055
Si, 0.0026, 0.0027, -0.011
Si, 0.01, 0.0081, -0.0039
Si, -0.0041, -0.0113, -0.0014
Si, 0.0071, 0.0023, 0.0069
Si, -0.0106, 0.0085, 0.0071
Si, -0.0026, 0.0003, 0.015
Si, -0.0003, 0.0033, 0.0017
Si, -0.0012, 0.004, 0.0083
Si, -0.0069, -0.0056, 0.0015
Si, -0.0061, 0.0012, 0.0091
Si, 0.005, 0.0127, -0.0002
Si, 0.0026, 0.007, -0.0095
Si, -0.0083, -0.0085, -0.0197
Si, 0.0127, 0.0049, -0.0054
Si, -0.003, -0.017, -0.0121
Si, 0.0101, -0.0083, -0.0102
Si, 0.0137, -0.01, -0.0135
Si, -0.0024, 0.0127, -0.0021
Si, 0.0058, -0.0351, 0.0108
Si, 0.0466, -0.003, 0.0165
Si, -0.0246, -0.0317, 0.0134
Si, -0.0541, -0.0266, -0.0619
Si, 0.0089, 0.024, -0.0244
Si, 0.167, 0.1711, -0.0147
Si, -0.0108, 0.0581, -0.0475
Si, 0.0226, -0.0111, 0.0035
Si, -0.0192, -0.0429, 0.0288
Si, 0.0126, -0.0087, -0.0058
Si, -0.0305, 0.0717, -0.0166
Si, 0.0298, 0.0053, -0.0256
Si, -0.0371, -0.0769, -0.0363
Si, -0.0348, -0.008, -0.0071
Si, 0.0334, -0.0079, -0.0232
Si, 0.0007, 0.0143, -0.0084
Si, -0.0285, -0.0327, -0.0206
Si, 0.0066, 0.0283, 0.0196
Si, -0.0125, -0.0017, 0.0316
Si, -0.0122, 0.0007, 0.0289
Si, 0.0198, 0.0113, 0.001
Si, 0.0279, 0.0031, 0.0251
Si, 0.0172, -0.0369, 0.004
Si, 0.0138, 0.0053, 0.0084
Si, -0.0098, 0.0276, 0.016
Si, -0.0233, -0.0538, 0.0091
Si, -0.0387, -0.0094, 0.0034
Si, -0.0611, -0.0088, 0.0278
Si, 0.0704, -0.0339, 0.037
Si, -0.1081, -0.0444, 0.0161
Si, -0.0092, 0.0891, -0.0068
Si, 0.0246, 0.0178, -0.0045
Si, -0.0078, -0.1086, -0.0163
Si, 0.0003, -0.001, 0.0027
Si, -0.0016, -0.0023, 0.0031
Si, 0.0003, 0.0001, 0.0025
Si, -0.0014, -0.0025, 0.0021
Si, 0.0006, 0.0019, 0.0036
Si, -0.0008, 0.0012, 0.0042
Si, 0.0006, -0.0012, 0.0034
Si, -0.0002, -0.0024, -0.0036
Si, 0.0041, -0.0004, 0.0029
Si, 0.0025, 0.0009, 0.0038
Si, -0.0058, -0.0006, 0.004
Si, -0.0002, -0.0004, 0.0026
Si, -0.0042, -0.0039, -0.0008
Si, -0.0023, 0.0001, 0.0044
Si, 0.0009, -0.0027, -0.0015
Si, 0.0044, 0.0014, -0.0016
Si, 0.0018, 0.0015, 0.0022
Si, 0.0002, 0.0008, 0.0002
Si, 0.0006, -0.001, 0.009
Si, -0.0046, 0.0008, -0.0041
Si, 0.0004, -0.0008, 0
Si, -0.002, 0.0026, -0.0038
Si, 0.0026, -0.0008, 0.001
Si, -0.0022, -0.0003, -0.0005
Si, 0, 0.0048, 0.0031
Si, 0.0029, -0.0004, 0.0024
Si, -0.0031, -0.0007, 0
Si, -0.0006, -0.0007, -0.0026
Si, -0.0027, -0.0007, 0.0044
Si, -0.0027, 0.0019, 0.0002
Si, 0.0023, -0.0005, -0.0018
Si, -0.0015, -0.0029, -0.006
Si, 0.009, -0.0039, 0.0003
Si, -0.0009, -0.0023, -0.0012
Si, -0.0004, -0.0005, 0.0032
Si, 0.0007, -0.0002, 0.0019
Si, 0.0036, 0.0037, 0.0025
Si, 0.0004, 0.0015, -0.0002
Si, 0.0008, 0, 0.0024
Si, 0.0012, -0.0012, 0.0038
Si, -0.0004, 0.0001, 0.001
Si, -0.0056, -0.0051, 0.003
Si, -0.0014, 0.0006, -0.0001
Si, -0.0028, 0, 0.002
Si, 0.0007, -0.002, 0.0024
Si, 0.0076, 0.0031, 0.0006
Si, -0.0013, -0.0016, 0.0023
Si, -0.0012, -0.0002, 0.002
O, -0.0217, 0.0159, 0.0032
O, -0.0006, 0.0001, -0.0013
O, -0.0008, 0.0003, 0.0012
O, -0.0004, -0.001, -0.0015
O, -0.0007, -0.0011, 0.0033
N, 0.0015, -0.0007, 0.0045
O, -0.0045, 0.0056, -0.0084
O, -0.0061, 0.0038, 0.0078
N, 0.0003, -0.0001, -0.0011
O, -0.0008, -0.0025, -0.0014
O, -0.0015, 0.002, 0.0073
O, 0.0002, -0.0004, -0.001
O, 0.0004, -0.0003, -0.0014
O, -0.0042, 0.0052, -0.0026
O, 0.0004, -0.004, -0.01
O, -0.0037, -0.0034, -0.0035
O, 0.0052, 0.0032, -0.007
O, 0.0007, -0.0023, -0.001
O, 0.0076, -0.0126, 0.0028
O, 0.0038, -0.0004, -0.0034
O, 0.005, -0.0017, -0.0089
O, -0.0007, -0.0009, -0.0013
O, -0.0004, 0.0021, -0.0024
O, -0.0033, 0.0012, -0.0019
O, -0.0048, 0.0045, 0.0103
O, 0.0024, -0.0009, -0.001
N, -0.0015, -0.0043, 0.0044
O, -0.0013, -0.0018, 0
O, -0.0002, -0.0004, -0.0021
O, -0.0004, -0.0003, -0.0017
O, -0.0005, -0.0026, 0.0019
O, 0, 0.0003, -0.0017
O, -0.0031, -0.0032, 0.0084
O, -0.0001, 0.0001, 0.0018
O, -0.0011, 0.0014, 0.0009
O, 0.0002, -0.001, -0.001
O, 0, -0.0003, -0.002
O, -0.001, 0.0004, 0.0046
O, 0.0017, -0.0022, 0.0012
O, -0.0031, 0.0057, 0.0075
O, 0.0017, 0.001, 0.001
O, -0.0004, -0.0021, -0.0043
O, 0.0015, -0.0009, -0.0011
O, -0.0004, -0.0016, -0.0008
O, 0.0003, -0.0007, -0.0053
O, 0.0015, 0.0005, -0.0013
O, 0.0005, -0.0019, -0.0018
O, -0.0024, -0.0006, -0.0012
O, 0.0008, 0.0009, -0.0015
O, 0.0001, 0.0001, -0.0027
O, -0.002, -0.0009, 0.0001
O, 0.0107, -0.0084, -0.0037
O, 0.0007, 0.0006, -0.0015
O, 0.0002, 0.0009, 0.0016
O, 0.0037, 0.008, -0.0089
O, 0.0001, -0.001, -0.0023
O, 0.0004, 0.0001, -0.0009
O, 0.0005, 0, 0.0015
O, -0.0022, -0.0003, -0.0015
O, -0.0096, 0.0006, 0.0007
O, -0.0021, 0.0003, 0.0009
O, -0.0006, -0.001, -0.0024
O, -0.0022, -0.0005, -0.0008
O, -0.0022, 0.0005, -0.0008
O, -0.0001, 0.0011, -0.0027
O, 0.0003, -0.0044, -0.0022
O, -0.0007, -0.0014, -0.0029
O, 0.0002, -0.0021, -0.0009
O, 0.0002, -0.0017, -0.0023
O, -0.0043, 0.0063, -0.0099
O, -0.0012, -0.0001, -0.001
O, 0.0006, 0.0001, -0.0011
O, -0.0015, -0.001, 0.0053
O, 0.0043, -0.0013, 0.0014
O, -0.0014, -0.0009, 0.0006
O, -0.001, -0.0005, 0.0004
O, -0.0008, -0.0001, -0.0001
O, -0.0012, 0.0004, -0.0007
O, 0, -0.0005, -0.002
O, -0.003, 0.0004, 0.0017
O, 0.0014, -0.0029, 0.0023
O, 0.0003, -0.001, -0.001
O, -0.0008, -0.0002, -0.0023
O, 0, -0.0007, -0.0017
O, -0.0001, -0.0008, 0.003
N, -0.0003, 0.0027, -0.003
O, 0.0029, 0.0006, 0.0045
O, 0.001, 0.001, 0.0002
O, -0.0008, 0.0017, -0.0013
O, -0.0022, -0.0011, 0.0022
O, 0.0032, -0.0033, -0.0064
O, 0.0005, -0.0008, 0.0025
O, 0.0006, -0.0002, 0.0029
O, 0.0008, -0.0023, 0.0014
O, 0.0006, -0.0006, -0.0006
O, 0.0003, -0.0017, -0.0007
O, -0.0017, -0.0007, -0.0009
O, 0.0015, 0.0006, 0.0005
O, -0.0001, -0.0016, -0.0022
O, -0.0005, 0, 0.0015
O, -0.0003, 0.0007, 0.0028
O, -0.0037, -0.0013, -0.0014
O, 0.0024, 0.0004, -0.0053
O, 0.0004, -0.0004, -0.0005
O, -0.0001, 0.0002, -0.0012
O, -0.0015, 0.0002, 0
O, -0.0002, -0.0009, -0.0017
O, 0.0013, 0.0002, -0.0013
O, -0.0001, 0.0037, 0.0004
O, 0.0011, 0.0003, 0.0021

The program warned: the cutoff lies below the one the program advises for these potential files; the forces do not sum to zero within the program's tolerance; the exchange-correlation potential is rough where the density is thin.
